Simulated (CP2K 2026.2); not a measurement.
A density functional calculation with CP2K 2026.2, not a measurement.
Periodic cell of 432 atoms, Si324O108, from a study of silicon, its oxide and their interface. The atomic structure is a simulated model.
Doubt: the forces sum to 0.62 eV/angstrom along one axis rather than to zero, so they err by at least 0.0014 eV/angstrom per atom on average; the grid cutoff is modest.

Settings: functional PBE; method Gaussian and plane waves; basis set DZVP-MOLOPT-SR-GTH; pseudopotentials GTH-PBE; grid cutoff 300 Ry, relative cutoff 40 Ry; k points Gamma only; occupations fixed; spin none; net charge 0.

Cell vectors (angstrom)
a	16.32	0	0
b	0	16.32	0
c	-0.4861	3.5079	29.421

Atoms: element, x, y, z (angstrom)
Si	1.7245	-1.6993	-0.128
Si	4.3044	1.0878	0.0723
Si	1.1027	4.425	0.041
Si	4.1532	6.5623	0.2012
Si	1.1155	-6.5082	0.0456
Si	3.9406	-3.9531	0.0303
Si	6.598	-1.0406	0.1021
Si	9.7517	1.057	0.2116
Si	6.4343	4.423	0.1445
Si	9.2212	6.943	0.0788
Si	7.0942	9.2463	0.0327
Si	-6.5051	-4.243	-0.091
Si	-4.3648	-1.1686	0.0798
Si	-1.638	1.5143	0.1397
Si	-3.7264	3.8503	0.1939
Si	-1.1818	6.5699	0.0806
Si	-4.2303	-6.4208	-0.0826
Si	-1.1316	-4.32	0.0179
Si	2.7473	-0.1076	1.3167
Si	5.3938	2.7217	1.3742
Si	2.6279	5.4323	1.5202
Si	5.4261	8.1812	1.3351
Si	2.7119	-5.4214	1.3779
Si	5.4722	-2.7175	1.3204
Si	8.1403	0.0041	1.5154
Si	-5.4225	2.7286	1.3808
Si	8.0718	5.4665	1.4587
Si	-5.3949	8.1893	1.1821
Si	8.2514	10.8767	1.2652
Si	-5.4756	-2.7327	1.3932
Si	-2.7823	-0.0379	1.4223
Si	0.0222	2.7161	1.2936
Si	-2.632	5.413	1.5051
Si	-0.0109	8.1813	1.3308
Si	-2.7179	-5.3956	1.3749
Si	0.052	-2.7068	1.2398
Si	1.3813	1.3205	2.6328
Si	4.0142	4.0211	2.7783
Si	1.3279	6.8793	2.7871
Si	4.0792	9.5309	2.7038
Si	1.3581	-4.041	2.713
Si	4.0971	-1.409	2.7361
Si	6.7968	1.4342	2.7785
Si	9.5017	4.0838	2.7128
Si	6.7407	6.845	2.7892
Si	9.5964	9.5177	2.6609
Si	6.85	12.2196	2.6373
Si	-6.8451	-1.4237	2.7935
Si	-4.0991	1.3601	2.7902
Si	-1.282	4.0265	2.8024
Si	-4.0901	6.8423	2.6583
Si	-1.3997	-6.8199	2.7084
Si	-4.0534	-4.0356	2.7414
Si	-1.3257	-1.3877	2.6587
Si	0.0071	-0.0049	4.0251
Si	2.6845	2.6508	4.1007
Si	0.0177	5.4532	4.1318
Si	2.733	8.1973	4.1079
Si	-0.0171	-5.4325	4.0456
Si	2.7228	-2.727	4.1038
Si	5.4363	0.0038	4.0788
Si	8.1693	2.7552	4.1241
Si	5.3921	5.433	4.1003
Si	8.1852	8.1981	4.0611
Si	5.4643	10.8932	4.0302
Si	8.133	-2.7807	4.1137
Si	-5.4649	-0.0223	4.1097
Si	-2.7026	2.7012	4.1275
Si	-5.4434	5.469	4.0354
Si	-2.7433	8.1536	4.0805
Si	-5.4123	-5.4398	4.0683
Si	-2.6786	-2.7019	4.0799
Si	1.4023	-1.3533	16.3119
Si	4.0847	1.3626	16.425
Si	1.392	4.1074	16.3206
Si	4.0778	6.8024	16.347
Si	1.3852	-6.7975	16.3944
Si	4.0471	-4.0978	16.3531
Si	6.7365	-1.3716	16.3872
Si	-6.796	1.3451	16.3247
Si	6.7861	4.0483	16.3988
Si	-6.8408	6.7407	16.2652
Si	6.8007	9.538	16.2836
Si	-6.791	-4.0168	16.2774
Si	-4.1302	-1.3454	16.289
Si	-1.3931	1.3406	16.2661
Si	-4.0261	4.0873	16.2846
Si	-1.3059	6.838	16.2981
Si	-4.1112	9.4952	16.2399
Si	-1.3574	-4.1081	16.1939
Si	2.7007	-0.0066	17.7779
Si	5.4379	2.7193	17.8357
Si	2.7391	5.4486	17.7472
Si	5.4806	8.1668	17.6624
Si	2.7429	-5.4358	17.7954
Si	5.3205	-2.732	17.7654
Si	8.1216	0.0125	17.6964
Si	-5.325	2.6685	17.6252
Si	8.1797	5.409	17.7196
Si	-5.4665	8.0844	17.5647
Si	8.1419	10.9678	17.581
Si	-5.4665	-2.6747	17.7005
Si	-2.756	-0.0165	17.635
Si	-0.039	2.7332	17.5659
Si	-2.6882	5.5108	17.626
Si	0.0402	-8.1817	17.745
Si	-2.7651	-5.4089	17.5274
Si	0.0461	-2.8139	17.5368
Si	1.2235	1.3983	18.9866
Si	4.072	4.1113	19.1974
Si	1.4249	6.8171	19.1794
Si	4.2006	-6.7803	19.0954
Si	1.2958	-4.0813	19.0981
Si	3.9471	-1.4344	19.2471
Si	6.7882	1.2998	19.1741
Si	-6.6937	4.008	18.9544
Si	6.7982	6.7827	19.059
Si	-6.8328	9.514	18.7917
Si	6.8098	-4.0398	19.0316
Si	9.5043	-1.3006	19.0798
Si	-3.9719	1.3674	19.1027
Si	-1.2904	4.1569	18.9249
Si	-4.1118	6.79	19.0023
Si	-1.438	-6.7584	18.8825
Si	-4.0787	-4.0767	18.9697
Si	-1.3878	-1.5079	18.7838
Si	-0.0715	-0.2024	20.12
Si	2.3731	2.9164	20.342
Si	0.2264	5.1806	20.4023
Si	3.1086	7.9647	20.4234
Si	-0.3271	-5.2805	20.2857
Si	2.1374	-2.4153	20.5668
Si	5.5831	-0.308	20.4959
Si	8.5273	2.4524	20.2939
Si	5.2846	5.7044	20.5269
Si	7.9949	8.4302	20.1926
Si	5.8126	-5.6367	20.4174
Si	7.8839	-2.4344	20.3725
Si	-5.6009	0.2509	20.3871
Si	-2.7469	3.0234	20.3137
Si	-5.1194	5.0967	20.3046
Si	-3.0536	-7.8055	20.1731
Si	-5.324	-5.677	20.1154
Si	-2.4301	-3.0002	20.2545
Si	1.1824	-7.0931	22.458
Si	5.497	-5.3609	23.4389
Si	4.3189	1.6793	22.3424
Si	6.6287	3.6587	22.3231
Si	0.6781	1.1374	-3.984
Si	-1.5118	1.3002	22.4433
Si	6.9813	3.5476	-2.7977
Si	-1.7589	0.2062	-2.6574
Si	-2.903	7.9866	23.0976
Si	4.638	2.3718	-4.093
Si	-5.8232	6.4415	-2.5596
Si	-6.5377	-3.8671	22.3278
Si	-7.3056	7.2064	-5.0634
Si	7.5568	-0.6544	-3.9996
Si	-2.6138	-2.5668	-2.1557
Si	2.5059	2.6349	-2.0894
Si	0.5492	-3.4956	-4.9613
Si	-3.7091	4.568	-2.7926
Si	2.7235	8.1534	-2.0858
Si	5.6171	8.0577	24.1196
Si	-4.1915	1.6888	-3.6329
Si	-2.4197	-3.6999	-4.8586
Si	-7.8122	7.8864	23.0689
Si	4.5961	-0.7106	-4.168
Si	7.9947	-2.7868	-2.136
Si	-0.3982	6.5262	23.1178
Si	-3.1366	8.0175	-2.0711
Si	-4.2373	-1.6946	22.4113
Si	4.5037	-6.7654	-4.11
Si	-1.9248	6.549	-4.2175
Si	1.9052	-1.4639	-3.1483
Si	-5.4616	6.1688	23.1822
Si	5.8753	-5.1563	-2.1218
Si	1.5582	-2.628	23.6035
Si	-7.1658	1.7153	-2.6358
Si	1.1064	7.4825	-4.6579
Si	1.3574	-1.3488	5.4278
Si	4.0694	1.3311	5.458
Si	1.3696	4.0644	5.4591
Si	4.0621	6.8039	5.4609
Si	1.3526	9.5528	5.4339
Si	4.0984	12.2294	5.4274
Si	6.7886	-1.3708	5.4385
Si	9.5096	1.3567	5.4586
Si	6.7897	4.1064	5.4574
Si	9.5202	6.8121	5.421
Si	6.8145	9.5427	5.4206
Si	9.5282	-4.1127	5.4474
Si	-4.0617	-1.3586	5.4427
Si	-1.3395	1.3291	5.4453
Si	-4.0833	4.1027	5.421
Si	-1.383	6.7968	5.4507
Si	-4.077	-6.7964	5.4463
Si	-1.3548	-4.0848	5.439
Si	2.7081	-0.0108	6.8178
Si	5.4339	2.7173	6.7954
Si	2.722	5.43	6.8178
Si	5.4536	8.1688	6.7847
Si	2.7287	10.8868	6.7978
Si	5.4312	-2.722	6.8043
Si	8.1486	-0.0096	6.8033
Si	10.8829	2.7315	6.7904
Si	8.1618	5.4619	6.8006
Si	10.8761	-8.1589	6.798
Si	8.1605	-5.4455	6.8153
Si	10.8898	-2.7308	6.7887
Si	-2.7097	-0.0079	6.812
Si	0.0005	2.7087	6.8086
Si	-2.7348	5.4418	6.8121
Si	-0.004	8.1691	6.7856
Si	-2.7168	-5.4379	6.8031
Si	0.0044	-2.7164	6.7923
Si	1.3617	1.3593	8.1767
Si	4.0878	4.0754	8.1697
Si	1.3522	6.801	8.1514
Si	4.0855	9.5176	8.1507
Si	1.37	-4.0696	8.1556
Si	4.0707	-1.3681	8.1689
Si	6.7894	1.3563	8.1573
Si	9.5172	4.0866	8.1523
Si	6.8018	6.8119	8.1641
Si	9.5161	-6.8089	8.1695
Si	6.7983	-4.0773	8.1623
Si	9.5234	-1.3681	8.1475
Si	-4.0759	1.3674	8.1531
Si	-1.3654	4.0735	8.1573
Si	-4.0892	6.8045	8.1668
Si	-1.3567	-6.7983	8.1578
Si	-4.0803	-4.0835	8.1635
Si	-1.3552	-1.3683	8.1683
Si	0.0026	-0.0057	9.53
Si	2.7281	2.7193	9.5313
Si	0.0023	5.4337	9.5121
Si	2.725	8.1539	9.5083
Si	0.0068	-5.436	9.5087
Si	2.7179	-2.7202	9.5337
Si	5.4296	0.001	9.5201
Si	8.1527	2.7229	9.5067
Si	5.4456	5.4408	9.5227
Si	8.1561	-8.1593	9.5358
Si	5.4372	-5.4409	9.519
Si	8.1589	-2.7163	9.516
Si	-5.4428	0	9.5051
Si	-2.7194	2.7191	9.5225
Si	-5.4479	5.4411	9.5235
Si	-2.7186	-8.1576	9.5164
Si	-5.4429	-5.4437	9.522
Si	-2.7229	-2.7219	9.5231
Si	1.3626	-1.3599	10.897
Si	4.0819	1.3583	10.8958
Si	1.3718	4.0867	10.8837
Si	4.078	6.7946	10.8804
Si	1.369	9.5209	10.8623
Si	4.0836	-4.0793	10.8836
Si	6.7937	-1.356	10.8733
Si	9.5068	1.3568	10.8609
Si	6.8003	4.0748	10.8835
Si	9.5152	-9.5234	10.8916
Si	6.7861	-6.8023	10.8889
Si	9.5075	-4.0838	10.8749
Si	-4.0885	-1.3574	10.8752
Si	-1.354	1.3637	10.8819
Si	-4.0845	4.0779	10.8771
Si	-1.359	6.7919	10.8651
Si	-4.0768	-6.8007	10.8798
Si	-1.3545	-4.0808	10.8718
Si	2.7238	0	12.2594
Si	5.446	2.7164	12.2566
Si	2.7342	5.4365	12.2584
Si	5.4269	8.1523	12.2499
Si	2.7223	10.8765	12.2319
Si	5.4401	-2.711	12.2413
Si	8.1373	0.0158	12.2316
Si	10.8615	2.7135	12.22
Si	8.1516	5.4353	12.249
Si	10.8853	-8.1619	12.2405
Si	8.1404	-5.4346	12.2402
Si	10.8585	-2.7168	12.2299
Si	-2.724	0.0063	12.2295
Si	0.0214	2.7185	12.2389
Si	-2.7148	5.4355	12.2297
Si	0.0151	8.1472	12.2095
Si	-2.7117	-5.4369	12.23
Si	-0.0009	-2.7295	12.2436
Si	1.3762	1.369	13.623
Si	4.0942	4.0706	13.6266
Si	1.3742	6.8161	13.5991
Si	4.0641	9.517	13.6052
Si	1.371	-4.0882	13.5988
Si	4.093	-1.3529	13.6175
Si	6.7933	1.3576	13.6339
Si	9.5053	4.0585	13.5958
Si	6.78	6.7834	13.6117
Si	9.5061	-6.7997	13.5801
Si	6.7818	-4.0744	13.61
Si	9.4784	-1.3558	13.5785
Si	-4.1008	1.3604	13.5782
Si	-1.3366	4.0852	13.5822
Si	-4.0729	6.7882	13.5962
Si	-1.3376	9.5058	13.5596
Si	-4.0857	-4.0734	13.5749
Si	-1.3601	-1.3518	13.5842
Si	0.0114	-0.0112	14.9554
Si	2.7476	2.7133	15.0051
Si	0.0252	5.4489	14.9482
Si	2.7206	8.1671	14.9916
Si	0.0335	-5.4915	14.9359
Si	2.7357	-2.7264	14.9582
Si	5.4237	0.0124	15.0134
Si	8.1531	2.7211	14.9963
Si	5.443	5.4226	15.0101
Si	8.1497	8.1561	14.938
Si	5.4103	10.8833	14.9618
Si	8.113	-2.6863	14.9684
Si	-5.4784	-0.0036	14.9236
Si	-2.7132	2.7195	14.9066
Si	-5.4392	5.4067	14.937
Si	-2.6925	8.1641	14.9257
Si	-5.4626	-5.4253	14.925
Si	-2.7382	-2.6975	14.9294
O	6.0752	5.1229	21.8636
O	0.2667	-6.1111	21.5523
O	-0.0241	-5.4364	-0.4627
O	-6.6061	6.042	-1.1969
O	-1.378	-4.132	20.8244
O	-2.3642	8.0859	21.5771
O	6.7382	-1.392	20.9196
O	5.4823	0.0503	-0.4366
O	4.2874	0.8517	-4.5427
O	-5.4799	-0.0436	-0.3636
O	3.2667	-6.0098	-4.7862
O	-2.7924	0.8995	23.355
O	-7.0222	-3.4813	-1.4541
O	-6.1445	-5.1183	21.3969
O	2.8285	-2.8628	-0.4591
O	-1.141	0.2505	21.267
O	1.0901	-1.1729	20.7265
O	1.8317	-7.0822	-1.2945
O	2.9299	2.067	21.6231
O	2.54	-7.4975	21.6896
O	-4.0414	4.588	-1.2141
O	1.2232	1.8273	-2.6268
O	-0.3612	6.8482	-4.4319
O	-2.9646	-2.1776	21.5471
O	8.1448	8.0768	-0.4367
O	1.5077	-6.2967	23.817
O	4.8369	0.2124	21.8761
O	4.1277	1.8554	23.9284
O	7.0555	3.9253	-1.255
O	-3.1937	-3.1943	-3.5311
O	0.4115	5.6023	24.1651
O	-8.0805	-2.093	-3.5962
O	5.3946	-4.9806	21.8611
O	1.9602	3.896	-1.2465
O	-2.7158	2.6614	-0.2757
O	-7.406	-6.996	23.6523
O	-6.704	1.3662	20.8746
O	-4.2215	-6.7575	20.6442
O	-4.3876	7.374	23.117
O	6.9847	-5.2701	24.0569
O	6.5488	-6.3909	-1.3339
O	5.0803	-7.8353	-5.1561
O	4.5606	-4.6656	-1.3041
O	3.2682	7.0316	-1.0771
O	4.9768	-6.8924	23.5766
O	-7.8466	0.4305	-3.2835
O	0.7888	-1.2091	23.6886
O	1.3263	-1.2106	-1.6442
O	-7.865	3.0457	-3.2169
O	-0.5606	5.7029	21.7308
O	-1.8375	-3.7016	-1.3144
O	2.1955	-2.9344	22.1267
O	4.1884	6.8483	20.9854
O	6.038	-0.7593	-3.4564
O	-0.0404	5.5032	-0.4809
O	-2.9474	-6.8591	23.7883
O	-7.3959	1.6777	-1.0406
O	-5.7343	5.5707	21.7208
O	-7.5195	7.8479	21.478
O	6.8775	-3.9223	-2.26
O	-3.3097	0.5122	-2.988
O	6.9348	-6.7787	20.7847
O	-3.3611	-6.8308	-1.4267
O	-2.0549	7.2544	-1.1203
O	1.8012	7.4949	-3.2134
O	-2.3558	5.3952	-3.1408
O	5.5591	-5.6506	-3.6244
O	-0.8893	-4.0668	-4.4449
O	-0.9005	0.8513	-3.847
O	-1.573	-1.3964	-2.5769
O	1.4084	-0.2881	-4.1406
O	-7.8221	-3.1095	21.7172
O	-0.2271	1.2567	23.4348
O	-6.8907	-4.4057	23.7879
O	-4.9369	-0.406	21.7245
O	6.5604	4.7865	-3.7497
O	3.3779	3.0875	-3.3705
O	7.4611	-1.6217	-1.1456
O	-3.9263	4.0651	20.7384
O	-5.0703	5.2515	-3.3816
O	4.017	-7.495	-2.7566
O	-1.2214	0.8146	-1.264
O	-5.2944	-2.8847	22.4383
O	6.9313	3.3495	23.8775
O	0.4262	7.8633	22.8082
O	-5.5965	1.7266	-2.8803
O	-3.4566	3.1015	-3.3764
O	5.2713	5.4847	-0.3072
O	-4.9207	5.027	24.1985
O	1.4302	-2.9	-3.7399
O	4.554	6.8318	24.077
O	0.5865	-3.8498	24.0803
O	3.5231	-1.3405	-3.141
O	-6.9439	7.116	-3.4973
O	1.3039	4.0359	20.8911
O	5.903	2.3532	-3.0632
O	-5.3665	-5.3331	-0.5618
O	-4.6364	7.4213	-2.063
O	6.9332	7.6165	23.2932
O	3.4833	1.6945	-1.2022
O	-3.7531	-1.4045	23.9213
O	-1.8239	6.9678	23.7671
O	-6.8745	6.7439	23.7202
O	8.0001	3.3273	21.5603
O	-2.5887	7.9169	-3.6064
O	5.4656	2.6743	21.8056
O	-1.9137	2.6685	21.6896
O	-3.7937	-1.9132	-1.26

Results
total energy: -82022.109 eV
total energy less fixed offsets of O -438.25, Si -107.07 eV per atom: -0.429 eV

Forces (eV/angstrom), in the order of the atoms: element, x, y, z
Si	-0.2561	0.2323	0.7545
Si	-0.0775	0.1466	0.707
Si	-0.0043	-0.2053	0.7006
Si	-0.0098	0.2339	0.7102
Si	0.088	-0.1775	0.7654
Si	0.2253	-0.1231	0.7102
Si	0.0175	-0.1651	0.6845
Si	0.0072	0.095	0.6827
Si	0.0904	-0.1665	0.7882
Si	0.215	-0.0156	0.687
Si	-0.1543	0.1548	0.7594
Si	-0.2748	0.0817	0.7222
Si	0.1901	-0.1022	0.7172
Si	0.2481	-0.1127	0.7225
Si	-0.2499	0.0851	0.752
Si	-0.0539	0.0934	0.6306
Si	0.0297	-0.3003	0.6797
Si	-0.0963	0.206	0.7468
Si	-0.0063	-0.0152	-0.0466
Si	-0.0052	-0.0056	-0.0371
Si	-0.012	-0.0036	-0.0375
Si	0.0284	-0.0096	-0.0355
Si	-0.0138	0.0157	-0.0285
Si	-0.0175	0.0038	-0.0341
Si	-0.019	0.0079	-0.0335
Si	0.0066	-0.0005	-0.0513
Si	0.0024	-0.0032	-0.069
Si	0.0093	0.0053	-0.0672
Si	0.0123	-0.0071	-0.0418
Si	-0.0079	-0.0152	-0.038
Si	-0.0249	0.0087	-0.0437
Si	0.0019	0.0238	-0.0466
Si	0.016	0.0134	-0.0539
Si	0.0012	0.0106	-0.0285
Si	0.0095	0.0113	-0.0279
Si	0.0148	-0.009	-0.0638
Si	0.0155	0.0269	-0.0002
Si	0.0175	-0.0057	0.0273
Si	-0.0015	0.0041	0.0308
Si	-0.0032	-0.0205	0.0009
Si	-0.0142	0.0112	0.0463
Si	0.0119	-0.0013	0.0385
Si	-0.0265	0.0032	0.0363
Si	0.0002	-0.0195	0.0142
Si	-0.0083	0.0141	0.0441
Si	-0.0124	0.002	0.0097
Si	0.0096	-0.0038	0.0017
Si	0.019	0.0009	0.0272
Si	0.004	0.0038	0.0372
Si	0.0045	-0.0306	0.0226
Si	-0.0069	0.0021	0.0016
Si	0.0065	-0.0082	0.0253
Si	-0.0066	0.0032	0.0116
Si	-0.0076	-0.0201	0.0075
Si	0.0029	0.0014	-0.0092
Si	-0.0014	-0.0123	0.0105
Si	0.0046	-0.0223	-0.0078
Si	-0.0075	0.0011	0.0039
Si	0.0123	0.0071	-0.0155
Si	-0.0041	0.0032	-0.0028
Si	-0.0049	-0.0197	-0.0127
Si	-0.0078	0.0071	0.0196
Si	0.0114	-0.0003	-0.0123
Si	-0.0036	0.0169	-0.0183
Si	-0.0033	0.0137	-0.009
Si	-0.0005	-0.0078	0.0137
Si	-0.0064	0.025	-0.011
Si	-0.0022	-0.0042	-0.0087
Si	0.0068	-0.0017	-0.0071
Si	0.0074	-0.0012	-0.0051
Si	-0.0071	-0.0152	-0.0248
Si	-0.008	0.0059	0.0118
Si	-0.0065	-0.0055	0.0166
Si	-0.0009	0.0036	0.0153
Si	0.0023	0.0209	0.0073
Si	0.0007	0.0122	0.0134
Si	0.0037	0.0251	0.0034
Si	0.0121	-0.0043	-0.0076
Si	-0.0038	-0.0203	0.0281
Si	0.0082	0.0058	0.0231
Si	-0.0059	-0.0038	0.0034
Si	0.0122	-0.004	-0.0165
Si	-0.0016	-0.0209	0.0048
Si	0.0156	-0.0075	-0.0042
Si	0.0072	-0.0118	0.0055
Si	0.0012	0.004	0.0001
Si	-0.0059	0.0039	0.005
Si	-0.0193	0.0067	-0.003
Si	0.0131	0.0044	0.0121
Si	-0.0151	0.0156	-0.0117
Si	0.0127	-0.0086	-0.0081
Si	-0.006	-0.0101	-0.0036
Si	-0.0042	0.032	-0.0178
Si	-0.0153	-0.0112	-0.0366
Si	-0.0182	-0.0163	-0.0138
Si	0.0294	0.0271	-0.0227
Si	0.0317	-0.0019	-0.0209
Si	0.001	-0.0215	-0.0408
Si	-0.0026	0.0021	0.0005
Si	0.0158	-0.0089	-0.0359
Si	-0.0216	0.0022	-0.0272
Si	-0.0142	0.009	-0.0193
Si	-0.0188	0.0162	-0.0267
Si	-0.003	-0.0076	-0.0253
Si	-0.0164	0.0051	-0.027
Si	0.0046	-0.0142	-0.008
Si	-0.0162	0.0041	-0.0419
Si	0.0241	-0.0168	-0.0359
Si	-0.0037	-0.0188	0.0171
Si	0.0115	-0.0133	0.0328
Si	0.0109	-0.0083	0.07
Si	0.0152	-0.0124	0.0501
Si	0.0128	0.0001	0.0712
Si	-0.0443	-0.0204	0.0276
Si	-0.0224	0.0105	0.0499
Si	0.0039	-0.0147	0.0634
Si	-0.0151	-0.0046	0.051
Si	0.0123	0.0021	0.0238
Si	0.0074	0.0462	0.0512
Si	-0.0041	-0.0003	0.0581
Si	-0.0097	0.0152	0.042
Si	0.018	0.0349	0.0457
Si	-0.0105	-0.0142	0.0574
Si	-0.0133	0.0095	0.0679
Si	0.012	-0.0064	0.0491
Si	-0.034	-0.0367	0.0309
Si	0.0159	0.2034	-0.6479
Si	0.1847	-0.0416	-0.684
Si	-0.0479	0.2535	-0.7092
Si	-0.2128	0.0199	-0.7604
Si	0.1491	-0.0995	-0.7448
Si	0.4081	-0.2389	-0.6543
Si	-0.1182	0.2384	-0.7159
Si	-0.1968	-0.008	-0.7439
Si	0.0897	-0.2413	-0.6811
Si	0.0457	-0.1343	-0.7082
Si	-0.233	0.125	-0.6963
Si	0.2065	-0.0986	-0.8146
Si	0.1515	-0.1731	-0.7533
Si	0.061	-0.3147	-0.6978
Si	-0.1128	0.2118	-0.7828
Si	0.1003	-0.2127	-0.7449
Si	-0.0275	0.2077	-0.6855
Si	-0.2096	0.0128	-0.7497
Si	-0.0221	0.0414	-0.1973
Si	0.0966	-0.0115	-0.0697
Si	-0.002	-0.0685	0.0098
Si	0.023	0.1304	0.0611
Si	0.0256	0.1059	0.0304
Si	-0.0063	0.1123	-0.0723
Si	-0.1429	0.0462	0.0518
Si	-0.0653	0.0135	0.1151
Si	0.0582	-0.0192	-0.0574
Si	0.0852	-0.0548	0.0456
Si	0.0379	-0.1032	-0.0226
Si	-0.0304	0.0252	-0.1912
Si	-0.0747	-0.0935	-0.0262
Si	0.0075	-0.0705	-0.1806
Si	-0.0192	0.0506	0.2109
Si	0.0514	0.0258	0.1954
Si	0.0143	0.0401	0.0014
Si	-0.0632	0.0183	0.0993
Si	0.0054	0.0407	0.1109
Si	0.0104	0.0431	0.0742
Si	0.0383	0.0096	-0.0228
Si	0.0661	0.0671	-0.0067
Si	-0.0428	0.0062	-0.0619
Si	-0.0097	0.0398	-0.0704
Si	0.117	-0.006	0.0742
Si	-0.1118	-0.0401	-0.0576
Si	0.1021	0.0352	0.0454
Si	-0.012	0.0619	-0.155
Si	0.0496	-0.0857	-0.0162
Si	-0.1104	0.0067	0.034
Si	-0.086	0.0057	0.1573
Si	0.1106	-0.0341	-0.0897
Si	-0.0422	0.0198	0.1861
Si	-0.0117	-0.1016	-0.1982
Si	-0.0151	0.0343	0.0543
Si	-0.0689	0.135	-0.0531
Si	-0.004	0.0083	0.0038
Si	0.0083	0.0064	0.013
Si	-0.0003	0.0046	0.0048
Si	0.0068	-0.0106	0.0117
Si	-0.0057	0.0002	0.008
Si	0.0011	-0.0031	0.0097
Si	-0.0126	0.0019	0.0061
Si	0.0016	-0.0099	0.0217
Si	-0.0141	-0.008	0.0146
Si	0.0027	0.0078	0.0073
Si	0.0022	-0.0111	-0.001
Si	0.005	-0.0012	0.0058
Si	0.0136	-0.0043	-0.0009
Si	0.0064	0.0115	0.0079
Si	-0.0136	-0.0039	0.0007
Si	-0.0052	0.0085	0.0056
Si	-0.003	0.0032	0.0111
Si	0.0052	-0.0065	0.0044
Si	-0.004	0.0031	0
Si	0.0021	-0.0021	0.0019
Si	0.004	-0.0072	0.0058
Si	0.0022	0.0014	0.001
Si	-0.0026	-0.0021	-0.0005
Si	-0.0004	0.0023	-0.0025
Si	0.0008	0.0006	0.0026
Si	0.0002	0.0028	-0.002
Si	-0.007	0.0052	0.0008
Si	0.001	0.0037	-0.0029
Si	0.0046	0.0095	0.0016
Si	-0.0059	-0.0046	-0.0003
Si	0.0001	0.0031	0.0017
Si	-0.0061	-0.0076	-0.0017
Si	0.0031	0.0034	0.0009
Si	0.0008	-0.0071	-0.0009
Si	-0.001	-0.0097	0.0032
Si	-0.0055	0.0015	-0.0015
Si	0.0053	0.0071	-0.0013
Si	0.0061	0.002	0.0021
Si	-0.0131	-0.0052	-0.0021
Si	-0.0027	-0.0017	-0.0046
Si	0.0021	0.0089	-0.0024
Si	-0.004	-0.0039	0.0026
Si	-0.0119	-0.0039	-0.0034
Si	0.0002	-0.001	-0.0043
Si	0.0095	0.0052	0.0034
Si	-0.0042	-0.0151	-0.0012
Si	0.0055	0.0021	-0.0039
Si	0.0104	-0.0021	-0.0048
Si	0.0096	0.0073	0.0014
Si	-0.0023	-0.0067	-0.002
Si	-0.012	0.0005	-0.0034
Si	0.0004	0.0031	-0.0089
Si	-0.0019	-0.0004	-0.0059
Si	-0.004	-0.003	-0.0024
Si	-0.0056	0.0012	0.0035
Si	0.0024	0.0065	0.0046
Si	-0.0125	-0.0016	-0.0003
Si	0.0041	-0.0085	-0.0023
Si	0.0018	-0.006	-0.0122
Si	-0.0037	0.0018	0.0045
Si	-0.0044	0.0002	-0.0005
Si	0.0043	0.0001	-0.0023
Si	0.0058	-0.0084	-0.0012
Si	0.0053	0.0032	0.0043
Si	0.0001	0.0018	-0.001
Si	-0.0013	0.0035	-0.0013
Si	-0.0072	0.0004	-0.0032
Si	-0.0016	0.0054	0.0028
Si	0.0065	0.0079	0.0007
Si	0.0024	-0.0002	-0.0022
Si	-0.0024	0.002	-0.0038
Si	0.0017	-0.008	-0.0002
Si	0.0012	-0.0015	0.0054
Si	0.0037	-0.0082	0.0025
Si	-0.0004	-0.0045	0.0002
Si	0.0036	-0.0018	0.0015
Si	-0.0104	0.0116	-0.0067
Si	-0.005	-0.0022	0.0043
Si	0.0058	0.0019	-0.0035
Si	0.002	0.0093	-0.0039
Si	0.0022	0.0082	0.0003
Si	-0.0058	-0.0101	0.0048
Si	0.0036	0.002	-0.0029
Si	0.0053	-0.0053	-0.0006
Si	0.0046	0.0063	0.0023
Si	-0.0088	0.0019	0.0035
Si	-0.0066	0	0.0048
Si	0.0028	-0.0044	-0.0011
Si	0.0019	-0.0081	-0.0028
Si	-0.0019	0.0033	-0.0048
Si	-0.0044	0.0031	0.0061
Si	0.007	0.0044	0.002
Si	-0.0039	0.0042	-0.0001
Si	-0.0027	-0.0062	0.0009
Si	-0.001	-0.006	0.0064
Si	0.0129	0.0107	0.0029
Si	-0.0004	-0.005	-0.0051
Si	-0.0062	-0.0107	-0.0008
Si	0.0106	-0.0016	0.0065
Si	0.0145	0.011	0.0057
Si	-0.0114	-0.0032	0.0003
Si	-0.0054	-0.0066	0.0052
Si	-0.0006	0.0051	0.0062
Si	0.0035	0.0069	-0.0004
Si	-0.009	-0.0018	0.0079
Si	-0.0053	-0.0052	-0.0037
Si	0.0117	0.0082	0.0007
Si	-0.0055	-0.0046	0.003
Si	0.0013	-0.0002	0.0017
Si	0.0037	-0.0031	0.007
Si	-0.0128	0.0085	0.0001
Si	-0.002	0.0043	-0.0001
Si	-0.005	0.0045	0.0031
Si	0.0076	-0.0077	-0.0039
Si	0.0059	0.0038	0.0073
Si	-0.0017	-0.0025	-0.0003
Si	-0.006	0.0008	0.0001
Si	0.0037	-0.0058	-0.009
Si	0.0048	-0.0122	0.001
Si	-0.0009	0.0002	-0.0011
Si	-0.0048	0.0026	-0.0038
Si	0.0057	-0.0068	0
Si	0.0018	0.0023	0.0038
Si	0.007	-0.0038	-0.0033
Si	-0.0002	0.0011	0.004
Si	-0.0031	0.006	-0.0021
Si	0.0005	-0.0027	-0.0128
Si	-0.0045	-0.0182	-0.0057
Si	0.0133	-0.0038	-0.0062
Si	-0.002	-0.0062	0.0003
Si	0.0013	-0.0118	-0.0037
Si	-0.0097	-0.0015	-0.0106
Si	-0.0025	0.0065	0.0034
Si	0.0054	0.0048	-0.003
Si	0.0136	0.0058	-0.0018
Si	0.0034	0.0169	-0.0139
Si	-0.0054	0.0079	-0.0079
Si	-0.0017	0.0113	0.0021
Si	-0.0069	0.0125	-0.0076
Si	-0.0155	-0.0004	-0.0134
Si	0.0146	-0.0058	-0.0217
Si	0.0046	-0.0049	-0.0113
Si	0.004	-0.0036	-0.0137
Si	-0.0097	0.0062	-0.0137
O	0.137	0.541	0.5831
O	0.0305	-0.1855	0.2198
O	0.1579	0.0716	-0.3666
O	0.0569	-0.8129	-0.0348
O	0.1075	0.0199	0.4455
O	0.6288	0.0682	0.228
O	-0.0888	-0.1188	0.4839
O	-0.1089	-0.0899	-0.5724
O	-0.3061	0.0609	-0.2857
O	-0.0636	0.0016	-0.4036
O	-0.238	0.4412	0.2898
O	-0.5406	0.1755	-0.1239
O	0.1278	0.1804	-0.4006
O	-0.3154	-0.3855	0.3476
O	-0.2426	-0.1231	-0.3512
O	-0.5254	-0.1087	-0.1336
O	0.1943	0.2484	0.1201
O	0.0228	0.3687	-0.254
O	-0.4085	-0.3921	0.1878
O	0.3151	0.5843	0.4272
O	-0.4794	0.1216	0.0583
O	-0.3397	0.0637	0.1993
O	-0.0151	-0.3493	0.1554
O	0.1738	0.3974	0.139
O	0.1287	0.1492	-0.581
O	0.5589	-0.4025	0.1656
O	-0.3398	-0.218	0.4375
O	0.066	-0.366	-0.0914
O	0.5489	-0.0971	-0.192
O	-0.5802	-0.2203	0.0051
O	0.5635	-0.0047	0.2184
O	0.1603	-0.128	-0.3299
O	-0.2673	0.2737	0.1088
O	0.0855	0.2666	-0.3795
O	-0.013	0.2781	-0.3131
O	0.4675	0.0663	-0.1414
O	0.1239	0.2121	0.3963
O	-0.0953	-0.1166	0.4856
O	-0.1093	0.3072	-0.097
O	-0.0438	0.158	0.3328
O	0.008	-0.3145	-0.3117
O	-0.2626	-0.2329	-0.0217
O	-0.2973	-0.4472	-0.0266
O	0.0025	-0.2021	-0.5146
O	-0.6495	-0.1468	-0.2889
O	0.2906	-0.205	-0.2858
O	-0.0334	0.101	-0.0866
O	-0.6097	0.4369	-0.2982
O	0.503	0.4463	-0.3632
O	-0.3235	-0.2304	0.0029
O	-0.0326	-0.0857	-0.1778
O	0.1532	-0.3428	0.2394
O	-0.0228	0.0565	0.0184
O	-0.0859	-0.194	0.4226
O	-0.0198	-0.0682	-0.2694
O	-0.0274	0.2924	-0.0727
O	-0.6504	0.3868	0.166
O	-0.216	0.0763	-0.001
O	0.4433	-0.4753	0.1871
O	-0.1338	0.0377	-0.2683
O	-0.2893	-0.2792	0.066
O	-0.2899	0.0983	0.1934
O	0.3563	0.3847	-0.3544
O	-0.0921	-0.0193	-0.0363
O	-0.4733	-0.2125	0.0383
O	0.3507	-0.1317	0.322
O	0.3326	0.2201	-0.4213
O	0.0066	-0.3732	0.604
O	-0.3314	0.1105	-0.4972
O	0.1816	-0.0821	-0.1307
O	0.3289	-0.3196	-0.5228
O	-0.0142	-0.1658	0.2546
O	0.6729	0.3976	0.1924
O	0.0567	0.2726	0.629
O	0.0182	0.1885	0.1932
O	0.2359	0.6962	0.1284
O	-0.1468	0.4879	-0.4015
O	0.1806	0.3149	-0.1503
O	0.0126	0.0266	0.3827
O	-0.3318	-0.2506	-0.6917
O	0.683	0.0241	0.2368
O	0.2245	0.0457	-0.1795
O	0.2744	0.0774	0.109
O	0.2098	0.0865	0.1256
O	0.244	0.2183	-0.016
O	0.1626	0.1235	0.4065
O	0.344	0.0832	-0.365
O	-0.0857	0.0956	-0.1194
O	-0.0179	-0.3249	-0.3705
O	0.066	-0.2858	-0.089
O	-0.1226	0.003	-0.4445
O	-0.2064	0.2681	0.1086
O	0.1588	-0.4068	0.469
O	-0.0274	0.1509	0.2877
O	-0.2062	-0.1112	0.1001
O	0.1085	-0.4482	0.471
O	0.2842	0.1306	-0.2424
O	-0.1715	0.23	0.2343
O	-0.1288	-0.4192	-0.3002
O	-0.2694	-0.3659	-0.1234
O	-0.1085	-0.4925	0.1297
O	-0.0974	-0.2031	0.516
O	-0.2033	-0.3246	0.4589
O	0.2696	0.1583	0.3376
O	0.2915	0.4317	-0.1618
O	-0.2285	0.1493	-0.6957
O	0.4795	0.4582	0.4964
O	-0.1587	0.0252	-0.4573
